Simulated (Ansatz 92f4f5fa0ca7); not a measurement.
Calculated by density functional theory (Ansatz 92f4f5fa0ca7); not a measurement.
Periodic cell of 282 atoms, Si194O88, from a study of silicon, its oxide and their interface. The atomic structure is a simulated model.
Doubt: the cutoff is far below the 930 eV that the study's wrapper takes by default for these files, so forces and energies are approximate.
This geometry differs little from another in the collection (a relaxation step or a small displacement).

Settings
functional: PBE
potential files: Ansatz PAW
basis: plane waves
wave-function cutoff: 580 eV
density cutoff ratio: 5
exchange-correlation grid ratio: 1
k mesh: 1 x 1 x 1, Gamma-centred
self-consistency stop: 5e-08 eV per atom in the density residual
occupations: fixed
spin: none
net charge: 0

Cell vectors (angstrom)
a 11.6015 0 0
b 0 10.938 0
c 0 0 40.2338

Atoms: element, x, y, z (angstrom)
Si 0 0 0.9665
Si 3.8672 0 0.9665
Si 7.7343 0 0.9665
Si 1.9336 1.3673 0.9665
Si 5.8008 1.3673 0.9665
Si 9.6679 1.3673 0.9665
Si 0 5.469 0.9665
Si 3.8672 5.469 0.9665
Si 7.7343 5.469 0.9665
Si 1.9336 6.8362 0.9665
Si 5.8008 6.8362 0.9665
Si 9.6679 6.8362 0.9665
Si 1.9336 2.7345 39.2667
Si 5.8008 2.7345 39.2667
Si 9.6679 2.7345 39.2667
Si 0 4.1018 39.2667
Si 3.8672 4.1018 39.2667
Si 7.7343 4.1018 39.2667
Si 1.9336 8.2035 39.2667
Si 5.8008 8.2035 39.2667
Si 9.6679 8.2035 39.2667
Si 0 9.5708 39.2667
Si 3.8672 9.5708 39.2667
Si 7.7343 9.5708 39.2667
Si 0 0 4.8337
Si 3.8672 0 4.8337
Si 7.7343 0 4.8337
Si 1.9336 1.3673 4.8337
Si 5.8008 1.3673 4.8337
Si 9.6679 1.3673 4.8337
Si 0 5.469 4.8337
Si 3.8672 5.469 4.8337
Si 7.7343 5.469 4.8337
Si 1.9336 6.8362 4.8337
Si 5.8008 6.8362 4.8337
Si 9.6679 6.8362 4.8337
Si 1.9336 2.7345 2.9001
Si 5.8008 2.7345 2.9001
Si 9.6679 2.7345 2.9001
Si 0 4.1018 2.9001
Si 3.8672 4.1018 2.9001
Si 7.7343 4.1018 2.9001
Si 1.9336 8.2035 2.9001
Si 5.8008 8.2035 2.9001
Si 9.6679 8.2035 2.9001
Si 0 9.5708 2.9001
Si 3.8672 9.5708 2.9001
Si 7.7343 9.5708 2.9001
Si 0.3475 -0.0113 29.4514
Si 3.9656 -0.1337 29.6599
Si 7.8967 -0.0061 29.498
Si 2.2232 1.4058 29.5341
Si 5.8995 1.2723 29.5481
Si 9.9022 1.2518 29.4411
Si -0.0648 5.5247 29.4879
Si 4.0995 5.5989 29.7052
Si 7.9795 5.3827 30.0019
Si 2.0224 6.7349 29.4863
Si 6.1466 6.8151 29.5632
Si 9.703 6.9559 29.8209
Si 2.0689 2.8702 31.4098
Si 5.8597 2.66 31.5374
Si 9.8194 2.627 31.4759
Si 0.0628 4.14 31.4491
Si 4.026 4.1898 31.6148
Si 7.841 3.9293 31.7674
Si 2.0069 8.1149 31.4831
Si 5.979 8.1713 31.5217
Si 9.7938 8.3492 31.6523
Si 0.1706 9.6248 31.4819
Si 3.9847 9.4426 31.564
Si 7.8345 9.6483 31.5318
Si 0.1322 0.022 33.4375
Si 3.9202 -0.0351 33.4473
Si 7.8099 0.0356 33.4747
Si 2.0378 1.4175 33.3634
Si 5.8427 1.3341 33.4821
Si 9.7824 1.3407 33.4529
Si 0.062 5.4581 33.4373
Si 3.9569 5.4977 33.5432
Si 7.8287 5.4424 33.5678
Si 1.9955 6.8136 33.4595
Si 5.9106 6.8229 33.4801
Si 9.7493 6.8448 33.4931
Si 1.9876 2.7277 35.3658
Si 5.8393 2.7281 35.402
Si 9.734 2.7192 35.3906
Si 0.0526 4.0992 35.3848
Si 3.9137 4.0962 35.4292
Si 7.7921 4.0679 35.4553
Si 1.975 8.1929 35.3931
Si 5.8551 8.2153 35.397
Si 9.7282 8.2188 35.4124
Si 0.0678 9.5842 35.3827
Si 3.9016 9.564 35.3999
Si 7.7891 9.5787 35.3954
Si 0 0 37.3331
Si 3.8672 0 37.3331
Si 7.7343 0 37.3331
Si 1.9336 1.3673 37.3331
Si 5.8008 1.3673 37.3331
Si 9.6679 1.3673 37.3331
Si 0 5.469 37.3331
Si 3.8672 5.469 37.3331
Si 7.7343 5.469 37.3331
Si 1.9336 6.8362 37.3331
Si 5.8008 6.8362 37.3331
Si 9.6679 6.8362 37.3331
Si 1.8765 2.7428 6.7709
Si 5.7647 2.7268 6.7666
Si 9.6196 2.7349 6.772
Si -0.0603 4.1103 6.7633
Si 3.8294 4.0938 6.7641
Si 7.6865 4.1052 6.7828
Si 1.8757 8.2071 6.7565
Si 5.7671 8.2097 6.7604
Si 9.6035 8.1885 6.816
Si -0.0593 9.555 6.7347
Si 3.8187 9.5597 6.7511
Si 7.6903 9.58 6.7812
Si -0.077 -0.041 8.6586
Si 3.7835 0.0191 8.6502
Si 7.6841 -0.0031 8.7344
Si 1.8497 1.3679 8.7051
Si 5.7312 1.3532 8.698
Si 9.6102 1.3409 8.6909
Si -0.1246 5.4929 8.6856
Si 3.7987 5.5248 8.6479
Si 7.6431 5.4419 8.7502
Si 1.8427 6.8159 8.6685
Si 5.7405 6.8674 8.7078
Si 9.5397 6.8348 8.803
Si 1.8342 2.868 10.5629
Si 5.6177 2.7926 10.5702
Si 9.5612 2.6117 10.6817
Si -0.1541 4.0882 10.5696
Si 3.7695 4.2431 10.6037
Si 7.6402 4.0098 10.6652
Si 1.8611 8.1325 10.6155
Si 5.7143 8.3403 10.5799
Si 9.51 8.0673 10.8788
Si -0.1449 9.3763 10.4771
Si 3.7204 9.6221 10.5782
Si 7.6851 9.6252 10.7237
Si -0.0972 -0.1292 12.2634
Si 3.5273 0.1072 12.4707
Si 7.4102 0.1422 12.6246
Si 1.6096 1.4637 12.3994
Si 5.493 1.4665 12.4986
Si 9.5973 1.1973 12.6671
Si -0.057 5.3596 12.5509
Si 3.9022 5.5967 12.582
Si 7.4946 5.3237 12.6348
Si 1.8623 6.7777 12.6035
Si 5.8389 6.9594 12.4472
Si 9.5467 6.5282 12.9131
O -4.0779 -15.8387 25.2841
O 8.1807 2.683 20.1352
O 0.8879 -3.6167 25.1778
O 11.7543 5.9541 22.9977
O 6.6782 10.3416 13.9417
O 1.2192 12.9963 13.9371
O 6.2374 7.7502 13.8676
O 5.4579 2.2979 13.9397
O 1.8429 7.7151 13.9885
O 6.3746 -10.0923 24.8608
O 10.0806 2.156 13.9561
O 3.9304 -1.7843 18.2289
O 7.2376 -9.7042 22.2411
O 2.4035 9.2232 26.0042
O 4.1992 4.3955 28.581
O -0.6007 4.6452 28.1429
O -1.6862 13.1602 28.0781
O 12.4375 -0.9476 28.124
O 3.5702 9.8827 28.3015
O 6.9796 3.5809 24.6138
O 6.6161 7.6517 28.1742
O 2.5386 1.839 27.9302
O 9.316 7.7642 28.3997
O 7.8558 9.9927 28.1174
Si 13.3898 4.3146 19.3914
Si 19.3944 -8.2456 21.704
Si -7.4461 -10.9394 21.6298
Si 12.9517 15.9778 22.323
Si -17.8357 8.0592 21.1206
Si 2.5645 -12.3085 19.0029
Si 10.5253 -11.5067 21.3264
Si 7.9945 19.3649 27.6817
Si 5.5818 3.3394 17.6679
Si -7.181 -4.9854 18.7894
Si 26.2041 -19.781 26.3893
Si -14.6919 13.5232 18.542
Si 12.0175 -1.6332 16.8935
Si 4.992 8.3245 17.3427
Si 4.8371 12.0559 24.3642
Si 23.1383 6.1377 24.6271
Si -23.793 -6.9014 17.2307
Si 33.0578 -22.1186 18.3127
Si 5.4913 3.8263 14.5077
Si 8.5995 -14.677 24.9672
Si -7.5858 -4.5553 23.353
Si -15.7639 0.4377 23.6854
Si 3.5369 -42.1156 19.3129
Si 7.9714 -2.49 17.3201
Si -4.1109 4.5203 25.8334
Si 12.323 14.2257 24.5754
Si 9.6102 3.8091 27.8354
Si -1.5245 -4.0775 16.0919
Si 19.5837 8.7532 22.3783
Si 11.4834 13.7948 14.472
Si 1.7567 20.265 14.2525
Si -6.4516 -7.3316 27.5466
Si -20.9589 -2.8157 24.806
Si 13.3874 -23.3768 21.8682
Si 9.9514 -20.129 23.3234
Si 2.2201 -1.7185 27.635
Si 5.817 -7.1407 23.4798
Si 29.6369 9.0243 14.853
O 0.0141 4.3689 13.8818
O -3.8371 -1.9169 15.8
O -0.9178 -16.4731 16.4222
O 4.4797 -4.1704 17.3581
O 8.8506 -1.5198 18.2679
O 2.3727 -13.0841 20.464
O 14.3871 5.8029 22.4473
O 2.4957 -19.0174 19.5927
O 6.6017 -18.1027 22.0301
O 4.569 -8.8189 18.1219
O 8.9777 1.095 18.1036
O 4.8634 -1.3167 20.9282
O 11.0389 -30.4792 24.3448
O -27.5815 9.8088 23.3521
O -1.525 -15.3082 25.1389
O 29.7041 -13.5648 18.0075
O 7.1369 -8.0527 17.7384
O 1.6773 -19.4066 25.567
O -6.4746 -1.9384 15.8556
O 17.3671 2.2443 28.2003
O 8.7794 -14.8319 17.0883
O 36.9147 18.5962 28.1084
O 3.4861 -25.7649 24.7528
O 0.3713 9.8609 13.562
O 4.7284 35.4082 23.6532
O 4.9325 -14.9052 19.9741
O 16.2669 -10.8902 23.1593
O -2.6612 0.8057 24.2088
O -0.9854 -10.1157 22.1597
O 4.1867 4.6371 13.9232
O 2.1543 -35.0104 23.2942
O 13.0386 3.6222 23.1436
O 2.6569 0.2807 18.9842
O 0.6857 -17.6311 18.2088
O 11.418 2.9179 16.1
O 24.7914 -23.1527 15.8268
O 14.4922 16.4037 19.0484
O 2.5158 10.895 21.8387
O 8.5209 -14.2584 23.4032
O -1.8945 3.6076 18.117
O -2.6356 4.016 26.3424
O -4.6029 -2.8335 21.2519
O 5.3196 3.7731 16.1194
O 6.9122 4.5131 14.0059
O 14.7543 10.023 13.7493
O -7.8401 0.8817 25.5719
O -2.4451 -40.7706 22.5792
O -0.4016 7.9876 16.4252
O 22.2136 -0.198 19.7495
O 10.9714 -0.3919 17.1244
O 0.3112 4.6943 25.2977
O 5.0581 -16.6769 23.6935
O 8.4123 4.2659 28.8363
O 21.2679 7.0219 14.5088
O -14.0143 -12.3745 21.6
O -10.581 -17.1282 20.7662
O 8.2656 8.3756 26.0643
O 4.4318 1.2886 20.6568
O 12.8193 -1.906 18.2726
O -18.4259 7.5484 22.5382
O 6.3647 26.4052 27.0155
O 23.38 -45.2348 21.7849
O 4.1237 -7.6556 26.3288
O 16.9682 15.5647 18.6625

Results
free energy: -173369.635 eV
free energy less fixed offsets of O -568.88, Si -635.61 eV per atom: 0.145 eV

Forces (eV/angstrom), in the order of the atoms: element, x, y, z
Si -0.0041 0.0257 -0.0133
Si 0.0061 0.0253 -0.0051
Si -0.0008 0.0495 0.0023
Si -0.0006 -0.063 -0.0101
Si 0.0007 -0.0383 -0.0012
Si 0 -0.0491 -0.0004
Si 0.0075 0.0441 -0.0017
Si -0.004 0.0153 0.0042
Si -0.0041 0.0132 0.0206
Si 0.0043 -0.0448 -0.0045
Si -0.0012 -0.0416 0.0005
Si -0.0026 -0.0611 0.0148
Si 0.0223 0.0789 -0.0234
Si 0.0072 0.0357 0.0001
Si 0.016 0.0513 -0.0071
Si 0.0038 -0.0467 -0.0102
Si 0.0195 0.0071 0.0221
Si 0.0197 0.038 0.0483
Si 0.0136 0.0432 -0.0038
Si 0.0198 0.0288 0.0022
Si 0.0138 0.0188 0.0224
Si 0.0251 -0.0441 -0.0202
Si 0.0097 -0.0226 -0.0022
Si 0.012 -0.0416 -0.0008
Si -0.0898 0.037 -0.1423
Si -0.03 0.0214 -0.0585
Si -0.0161 0.0568 0.065
Si -0.0485 -0.0121 0.0575
Si -0.0184 -0.061 -0.018
Si -0.0564 -0.0253 0.0139
Si -0.0515 0.0636 -0.0434
Si -0.0332 -0.0056 -0.0081
Si -0.026 0.0134 0.0746
Si -0.0378 -0.0765 -0.0196
Si -0.0149 -0.0426 -0.002
Si -0.0722 -0.0379 0.2406
Si -0.014 0.0382 -0.0067
Si -0.0175 0.0314 -0.0036
Si -0.0144 0.0425 0.0077
Si -0.0219 -0.0294 -0.01
Si -0.0048 -0.0086 -0.0041
Si -0.0147 -0.0332 0.0143
Si -0.0101 0.0306 -0.0085
Si -0.0159 0.0275 -0.008
Si -0.0154 0.0858 0.0303
Si -0.0115 0.0059 -0.0223
Si -0.0203 -0.0049 -0.0137
Si -0.0129 -0.0536 0.016
Si 0.0039 -0.0082 -0.0086
Si -0.0054 -0.0061 -0.0101
Si -0.0017 -0.0099 -0.0112
Si -0.0004 0.0059 -0.0181
Si -0.0105 0.0108 -0.0144
Si -0.0031 0.0143 -0.0157
Si -0.0101 -0.0114 -0.0263
Si 0.0019 -0.0146 -0.0137
Si -0.0001 -0.0131 -0.0109
Si 0.0077 0.0075 -0.0066
Si -0.0008 0.0012 -0.006
Si -0.0054 0.0118 -0.0122
Si 0.0038 0.0057 0.0075
Si 0.0021 0.0137 0.0145
Si 0.0024 0.0066 0.0105
Si 0.0045 -0.0168 0.0132
Si -0.0013 -0.0044 0.0009
Si 0 -0.0087 0.0041
Si 0.005 0.0016 0.0061
Si 0.0006 0.012 0.0084
Si 0.0001 0.0098 0.0061
Si 0.0029 -0.0102 0.0123
Si 0.0044 -0.0082 0.005
Si 0.0034 -0.0025 0.0061
Si 0.0012 0.0023 -0.0046
Si 0.0007 0.0005 -0.0038
Si 0.0006 0.0059 -0.0069
Si 0 0.0006 -0.0036
Si 0.0011 -0.0033 -0.0064
Si 0.0019 -0.0025 -0.006
Si 0.0005 0.0011 -0.0059
Si 0.0022 0.0042 -0.0055
Si 0.0002 0.0023 -0.0008
Si -0.0022 -0.0073 -0.005
Si -0.0014 -0.0034 -0.0041
Si 0.0024 -0.0014 -0.0067
Si 0.001 0.0022 -0.0081
Si -0.0019 0.0003 -0.0057
Si 0.0014 0.004 -0.0022
Si 0.0001 0.0014 -0.0038
Si -0.001 0.0021 -0.0015
Si -0.0003 0.0044 -0.006
Si -0.0004 -0.0007 -0.0037
Si 0.0012 0.0004 -0.0066
Si -0.001 -0.0001 -0.0067
Si 0.001 -0.0022 -0.0064
Si -0.0008 -0.0001 -0.0071
Si -0.0018 -0.003 -0.0033
Si 0.0561 0.0382 -0.0485
Si 0.0232 0.0071 -0.01
Si 0.0508 0.0658 -0.0157
Si 0.029 -0.0341 -0.1818
Si 0.0231 -0.0817 0.0175
Si 0.0809 -0.091 -0.0266
Si 0.0668 0.0067 -0.0909
Si 0.0227 0.0579 0.1638
Si 0.0384 0.011 0.2362
Si 0.0223 -0.0708 -0.0211
Si 0.0326 -0.0096 -0.066
Si 0.0714 -0.0023 0.0293
Si -0.0005 0.0018 0.0068
Si -0.0012 0.0011 0.0026
Si -0.0007 -0.0015 0.0034
Si 0.0003 -0.0047 -0.0003
Si -0.0001 -0.002 0.0041
Si -0.0022 -0.0001 0.0044
Si -0.0013 0.0011 0.0022
Si 0.0009 0.0015 0.0045
Si -0.0038 0.0059 0.0045
Si -0.0002 0.0017 0.0034
Si 0 0.0016 0.0021
Si 0.0003 0.0006 0.0008
Si -0.0026 0.0039 0.0017
Si -0.002 0.0012 0.0014
Si -0.0001 0.0043 0.0056
Si -0.0014 -0.0034 0.0033
Si -0.0006 -0.0054 0.0046
Si -0.004 -0.0006 0.0032
Si -0.0006 0.0071 0.0072
Si 0.001 0.0014 0.0031
Si 0.0009 0.0002 0.0041
Si 0.0011 -0.0027 0.0041
Si 0.0003 -0.0037 0.0016
Si -0.0015 -0.0014 0.0051
Si -0.0014 0.0066 -0.0091
Si -0.0018 0.0045 -0.0071
Si -0.0016 0.0155 -0.0093
Si 0.0027 -0.0051 -0.0129
Si 0.0016 -0.0098 -0.0077
Si -0.0011 -0.0056 -0.0102
Si -0.0029 0.0067 -0.0115
Si -0.0026 0.0037 -0.0103
Si -0.0064 0.0152 -0.0137
Si 0.0019 -0.0039 -0.0019
Si -0.0007 -0.0097 -0.0061
Si -0.0051 -0.006 -0.0111
Si 0.0057 -0.0116 0.0034
Si -0.0079 0.0002 0.0051
Si -0.0115 -0.0018 0.0058
Si 0.0034 0.0031 0.0033
Si 0.0023 0.0053 -0.0047
Si 0.0031 0.0005 0.0112
Si -0.003 -0.0084 -0.0017
Si -0.0013 -0.0036 0.0076
Si -0.0178 -0.0119 0.0126
Si 0.0095 0.0113 0.0067
Si 0.0049 0.0109 0.014
Si 0.0157 0.0089 0.0359
O 0.0009 -0.006 -0.0132
O -0.0001 -0.0024 -0.001
O -0.0019 0.0005 -0.0089
O -0.0033 0.0028 -0.0009
O 0.0244 0.008 0.0116
O 0.01 -0.0086 -0.0036
O -0.0136 -0.0377 -0.0178
O -0.0022 -0.0104 0.0006
O 0.002 -0.0211 -0.001
O -0.0021 0.003 -0.0062
O -0.0182 -0.0091 0.0021
O 0.0021 -0.0026 0.005
O -0.0007 -0.0028 -0.0012
O -0.0016 0.0011 0.0079
O -0.0182 0.024 0.0123
O 0.015 0.0123 0.0005
O 0.0035 -0.0228 0.005
O -0.0137 0.0094 0.0043
O 0.01 0.0097 -0.0011
O 0.0121 0.0034 -0.0002
O -0.0088 -0.0108 0.0044
O -0.0091 0.0058 0.0135
O 0.0137 -0.0093 0.0021
O 0.0023 0.0214 0.005
Si 0.0032 -0.0018 0.0001
Si 0.0021 -0.0014 0.0101
Si -0.0001 -0.004 0.006
Si 0.0045 0.0041 0.0035
Si 0.004 0.0047 0.0032
Si 0.0047 0.0008 -0.0038
Si 0.0027 -0.0039 0.0094
Si 0.0058 -0.0062 -0.0129
Si 0.0038 -0.0006 -0.005
Si 0.0019 0.0078 -0.0042
Si 0.0064 -0.0057 0.0068
Si -0.0014 -0.006 -0.0115
Si 0.0048 0.0152 -0.0215
Si -0.0063 -0.0032 -0.0095
Si 0.0096 -0.0045 0.0014
Si 0.0051 -0.0018 0.0142
Si -0.0024 -0.0028 -0.0071
Si 0.0001 0.0058 -0.0088
Si -0.0073 -0.0053 0.0052
Si 0.0046 -0.0001 0.0086
Si 0.0026 0.0019 0.0086
Si 0.0002 -0.0014 0.0086
Si -0.003 -0.0051 -0.0021
Si -0.0031 0.0042 -0.0158
Si -0.0035 0.0018 0.0119
Si -0.0004 0.0041 0.0122
Si -0.0056 0.0152 -0.0008
Si -0.0026 -0.0023 0.0002
Si -0.0032 0.002 -0.0006
Si 0.0116 -0.0016 0.0064
Si -0.0086 0.0051 0.0042
Si -0.0037 0.0014 0.0032
Si 0.0024 -0.0029 0.0077
Si -0.003 0.0055 -0.0008
Si -0.0015 -0.0035 0.0046
Si 0.0077 -0.0007 -0.01
Si -0.0086 0.0047 0.0093
Si 0.0032 0.0124 0.0152
O -0.0072 0.0102 0.0042
O -0.0032 0.0004 0.0009
O -0.0033 0.0048 0.0121
O 0.0005 0.0003 0.01
O -0.0052 -0.0069 0.0042
O -0.0042 -0.0004 -0.0051
O 0.0014 0.002 -0.005
O -0.002 0.0035 0.0009
O 0.0009 -0.0004 -0.0089
O 0.0005 0.0018 0.0049
O -0.0019 0.0012 0.0061
O 0.0002 0.001 -0.0009
O 0.0019 0.0009 -0.0084
O 0 0.0014 -0.0071
O -0.0044 0.0013 -0.0088
O -0.0018 0.0013 0.0055
O -0.0014 0.0034 0.0045
O 0.0039 -0.0037 -0.0105
O 0.0008 0.002 -0.0004
O 0.0096 -0.0335 0.0093
O 0.0084 -0.002 0.0052
O -0.0049 -0.012 -0.0015
O -0.0042 0.0041 -0.0068
O -0.0153 0.0095 0.0039
O -0.0035 -0.0039 -0.0056
O -0.0014 -0.0042 -0.004
O -0.0014 0.0009 -0.0023
O 0.0017 -0.0005 -0.0089
O -0.0016 0.0035 -0.004
O -0.0062 0.0085 -0.0015
O 0.0007 -0.0048 0.0017
O -0.0008 -0.0077 -0.0012
O -0.0014 -0.0013 0.0037
O -0.0091 0.0003 -0.0002
O -0.0005 -0.0063 -0.0022
O -0.0025 -0.0035 0.0031
O -0.0012 -0.0001 0.0013
O 0.0013 0.0013 -0.0057
O 0.0045 -0.0064 0.0026
O 0.0093 0.0076 0.0012
O 0.0132 -0.0051 -0.0011
O 0.002 -0.0001 0.0008
O -0.0011 0.0044 -0.0109
O 0.0188 0.014 -0.0048
O 0.0107 0.0091 -0.0007
O -0.0064 0.0006 -0.0008
O -0.0002 0.0006 -0.0037
O -0.0062 -0.0132 0.0076
O -0.0022 -0.0004 -0.0024
O 0.003 -0.0014 0.0084
O -0.0017 0.0028 -0.0067
O -0.0014 0.0008 -0.0082
O -0.0149 0.0101 -0.0002
O -0.0113 0.0003 -0.0441
O -0.0001 0.0015 -0.0065
O -0.0012 -0.0011 -0.0024
O -0.0017 0.0047 0.0066
O -0.0021 0.0006 -0.004
O -0.0085 -0.0011 -0.0009
O -0.0024 -0.0053 -0.0021
O 0.0156 0.0133 -0.0186
O -0.0029 0.0021 -0.0072
O -0.0042 0.0027 -0.0101
O -0.0007 -0.005 0.0018

The program warned: the cutoff lies below the one the program advises for these potential files; the forces do not sum to zero within the program's tolerance; the exchange-correlation potential is rough where the density is thin.
